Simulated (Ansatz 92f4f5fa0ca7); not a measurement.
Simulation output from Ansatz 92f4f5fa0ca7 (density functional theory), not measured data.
Periodic cell of 258 atoms, Si166O92, from a study of silicon, its oxide and their interface. The atomic structure is a simulated model.
Doubt: the cutoff is far below the 930 eV that the study's wrapper takes by default for these files, so forces and energies are approximate.
This geometry differs little from another in the collection (a relaxation step or a small displacement).

Settings
functional: PBE
potential files: Ansatz PAW
basis: plane waves
wave-function cutoff: 580 eV
density cutoff ratio: 5
exchange-correlation grid ratio: 1
k mesh: 1 x 1 x 1, Gamma-centred
self-consistency stop: 5e-08 eV per atom in the density residual
occupations: fixed
spin: none
net charge: 0

Cell vectors (angstrom)
a, 10.938, 0, 0
b, 0, 10.938, 0
c, 0, 0, 37.7079

Atoms: element, x, y, z (angstrom)
Si, 0, 0, 0.683
Si, 5.469, 0, 0.683
Si, 2.7345, 2.7345, 0.683
Si, 8.2035, 2.7345, 0.683
Si, 0, 5.469, 0.683
Si, 5.469, 5.469, 0.683
Si, 2.7345, 8.2035, 0.683
Si, 8.2035, 8.2035, 0.683
Si, 1.3673, 1.3673, 2.0503
Si, 6.8362, 1.3673, 2.0503
Si, 4.1018, 4.1018, 2.0503
Si, 9.5708, 4.1018, 2.0503
Si, 1.3673, 6.8362, 2.0503
Si, 6.8362, 6.8362, 2.0503
Si, 4.1018, 9.5708, 2.0503
Si, 9.5708, 9.5708, 2.0503
Si, 2.7345, 0, 35.6564
Si, 8.2035, 0, 35.6564
Si, 0, 2.7345, 35.6564
Si, 5.469, 2.7345, 35.6564
Si, 2.7345, 5.469, 35.6564
Si, 8.2035, 5.469, 35.6564
Si, 0, 8.2035, 35.6564
Si, 5.469, 8.2035, 35.6564
Si, 4.1018, 1.3673, 37.0237
Si, 9.5708, 1.3673, 37.0237
Si, 1.3673, 4.1018, 37.0237
Si, 6.8362, 4.1018, 37.0237
Si, 4.1018, 6.8362, 37.0237
Si, 9.5708, 6.8362, 37.0237
Si, 1.3673, 9.5708, 37.0237
Si, 6.8362, 9.5708, 37.0237
Si, 0.0115, 0.6428, 27.0551
Si, 5.1728, 0.3401, 27.5025
Si, 2.8922, 2.5388, 27.5843
Si, 8.4649, 2.6858, 27.4389
Si, -0.4275, 5.7934, 27.537
Si, 5.1964, 5.7414, 27.5107
Si, 2.9573, 7.9909, 27.5644
Si, 8.1791, 7.9817, 27.3945
Si, 1.3201, 1.425, 28.8676
Si, 6.8653, 1.4395, 28.737
Si, 4.0622, 4.1586, 28.8163
Si, 9.5094, 4.1764, 28.9195
Si, 1.2977, 6.8574, 28.7996
Si, 6.7276, 6.8583, 28.8647
Si, 4.0895, 9.6228, 28.8381
Si, 9.3865, 9.4733, 28.7598
Si, 2.6402, -0.0268, 30.1891
Si, 8.1528, 0.0219, 30.1363
Si, -0.0178, 2.806, 30.2268
Si, 5.4767, 2.7842, 30.1468
Si, 2.6462, 5.4689, 30.1848
Si, 8.0904, 5.4837, 30.2443
Si, -0.0713, 8.2272, 30.1704
Si, 5.4514, 8.2846, 30.2271
Si, 4.0745, 1.3772, 31.4884
Si, 9.5324, 1.3889, 31.5234
Si, 1.3516, 4.1198, 31.6086
Si, 6.7676, 4.1128, 31.6059
Si, 4.0496, 6.8647, 31.5264
Si, 9.5257, 6.8404, 31.5509
Si, 1.2972, 9.565, 31.5721
Si, 6.8329, 9.61, 31.5782
Si, -0.0391, 0.0271, 32.9164
Si, 5.4379, 0.0283, 32.9075
Si, 2.7398, 2.7322, 32.9133
Si, 8.1752, 2.7389, 32.9213
Si, -0.034, 5.4866, 32.9354
Si, 5.4111, 5.502, 32.9289
Si, 2.695, 8.213, 32.9191
Si, 8.1924, 8.2222, 32.9273
Si, 1.3651, 1.3673, 34.2805
Si, 6.8234, 1.3668, 34.289
Si, 4.0908, 4.1002, 34.2941
Si, 9.5569, 4.0948, 34.2899
Si, 1.3576, 6.8358, 34.2951
Si, 6.8267, 6.8408, 34.2839
Si, 4.09, 9.5707, 34.2775
Si, 9.5669, 9.5758, 34.2929
Si, 2.7478, 0.0173, 3.4175
Si, 8.2061, 0.0078, 3.4096
Si, 0.023, 2.751, 3.4326
Si, 5.4853, 2.7384, 3.4144
Si, 2.7448, 5.4594, 3.4081
Si, 8.231, 5.4865, 3.4171
Si, 0.0094, 8.2074, 3.4099
Si, 5.4722, 8.1911, 3.4051
Si, 4.1465, 1.3565, 4.7937
Si, 9.5994, 1.3548, 4.7707
Si, 1.4205, 4.1049, 4.8196
Si, 6.8646, 4.1124, 4.7593
Si, 4.128, 6.7997, 4.764
Si, 9.6435, 6.8083, 4.8008
Si, 1.3631, 9.5921, 4.7583
Si, 6.8418, 9.5561, 4.7534
Si, 0.0269, 0.0112, 6.1719
Si, 5.4534, -0.0808, 6.1589
Si, 2.8151, 2.7356, 6.1751
Si, 8.2332, 2.7358, 6.0925
Si, 0.0953, 5.4797, 6.2346
Si, 5.5175, 5.46, 6.1524
Si, 2.7162, 8.1728, 6.0498
Si, 8.2737, 8.2325, 6.077
Si, 1.451, 1.3559, 7.5225
Si, 6.8823, 1.3229, 7.408
Si, 4.1721, 4.1152, 7.5827
Si, 9.6538, 4.0205, 7.4935
Si, 1.4646, 6.9417, 7.6025
Si, 6.9202, 6.8863, 7.4158
Si, 4.0006, 9.4635, 7.4857
Si, 9.5938, 9.5565, 7.5268
Si, 2.5869, -0.1934, 8.9255
Si, 8.2934, 0.072, 8.8559
Si, 0.1315, 2.7257, 8.9173
Si, 5.4393, 2.5119, 8.8229
Si, 2.9157, 5.6048, 8.9533
Si, 8.3898, 5.578, 8.697
Si, 0.0621, 8.3214, 9.0064
Si, 5.4958, 8.1872, 8.7744
Si, 4.2256, 0.9374, 10.0903
Si, 10.0325, 1.0179, 10.2127
Si, 1.2929, 4.4426, 10.1521
Si, 7.1648, 4.5024, 10.2971
Si, 4.6845, 6.5792, 10.3396
Si, 9.9063, 6.617, 10.1884
Si, 0.8445, 10.0342, 10.4943
Si, 6.5877, 9.8458, 9.9907
O, 9.6979, 1.7339, 26.7687
O, 10.2702, 10.1794, 27.5421
O, 0.2486, -2.0142, 24.5414
O, 11.0093, 4.9716, 26.2072
O, 0.1222, 5.5121, 10.6539
O, 5.4365, -0.073, 10.6216
O, 1.2492, -1.4305, 12.0562
O, 5.8554, 5.4372, 10.633
O, 6.5462, 3.0317, 9.9652
O, 9.1863, 7.199, 11.5588
O, 2.4639, 8.206, 14.2622
O, 9.3793, 1.7144, 11.5776
O, 7.2094, 8.9692, 11.2068
O, 2.1841, 3.9235, 11.442
O, 4.3944, 7.139, 11.8828
O, 3.3805, 1.4977, 11.3899
O, 7.6137, 3.597, 26.3253
O, 2.2082, 5.0366, 24.7116
O, 1.987, 3.0419, 26.3055
O, 5.3501, 3.8929, 24.8947
O, 4.0137, 12.3755, 27.055
O, 4.0741, 6.8878, 26.9842
O, 0.9727, 11.1176, 25.7591
O, 9.3733, 6.8787, 26.9864
Si, 7.5696, 9.327, 19.5239
Si, -3.5257, 1.2004, 20.0578
Si, 0.35, -8.2011, 14.1055
Si, -0.4515, -1.1122, 20.842
Si, 1.1098, 4.0368, 25.3767
Si, 11.2192, 1.8709, 21.1339
Si, 1.5505, 9.6818, 25.1621
Si, 7.9498, -2.9348, 12.2539
Si, -1.5979, 8.9281, 14.7282
Si, 8.7361, 4.5236, 17.2304
Si, 6.5204, 9.6378, 25.1102
Si, 6.3235, 5.516, 21.4586
Si, 12.2355, -1.7104, 13.6883
Si, 2.2267, 5.9875, 23.3926
Si, 10.6987, -3.0373, 23.3786
Si, 3.344, 7.3243, 18.1938
Si, 8.9378, 7.6715, 17.3137
Si, 5.3423, 3.1888, 23.424
Si, 4.9963, -2.8508, 20.7394
Si, 5.3085, 6.9362, 13.253
Si, 7.5249, 0.9964, 23.2515
Si, 3.9141, -2.2488, 23.4818
Si, 2.3047, -0.1055, 15.9225
Si, 6.2973, 3.744, 18.9878
Si, 3.756, 8.4395, 15.2819
Si, 13.252, 3.0863, 16.2302
Si, 9.4189, 11.8737, 15.8311
Si, -1.132, 3.1148, 23.4045
Si, 8.3108, 5.9684, 23.6071
Si, 2.8409, 2.7131, 12.3131
Si, 7.5626, 3.0344, 15.0474
Si, 10.0462, 2.1923, 18.5088
Si, 8.9898, 3.0882, 12.3839
Si, 15.6061, 4.0211, 14.4472
Si, 3.4131, 4.1837, 18.7325
Si, 0.7977, 9.0717, 18.1459
Si, 6.4796, 4.6937, 25.7846
Si, 13.7649, 3.4385, 21.7526
O, 5.047, 8.1383, 14.3349
O, 6.0173, 4.2048, 22.3546
O, 7.7635, -2.5243, 18.1814
O, 6.5257, 8.6114, 20.5427
O, 14.4334, 3.9712, 15.5592
O, 5.0787, 6.5606, 21.3364
O, 10.3361, 1.5209, 14.6189
O, 8.7896, 1.8025, 19.4559
O, 8.803, 1.8729, 23.8001
O, -0.1909, 0.3518, 21.5203
O, 8.3002, 4.2497, 11.4667
O, 8.7182, 7.7773, 15.7016
O, 3.2859, 16.729, 18.6898
O, 12.4833, -0.3009, 14.4826
O, 11.712, -4.2807, 23.1715
O, 8.4437, 9.0372, 13.394
O, 7.2291, 5.8189, 24.8333
O, 3.8263, -3.4525, 16.6258
O, 15.1417, 8.971, 21.8802
O, 2.5836, 1.4718, 16.1651
O, 2.1823, 8.7517, 26.3398
O, 2.7673, -1.1823, 24.0324
O, -3.5319, 3.8188, 17.8289
O, 5.3341, 8.8198, 24.3101
O, 1.7229, 2.2493, 21.7622
O, 10.6872, 8.6844, 21.9631
O, 4.2711, 8.1456, 19.2726
O, 4.8958, 3.8174, 18.1818
O, 9.1064, 4.5608, 23.5485
O, 1.8226, -3.097, 18.2895
O, 8.9973, 9.5743, 20.2533
O, 2.2561, 3.5223, 17.7944
O, 7.6066, 0.7973, 21.6302
O, 5.9799, 3.3547, 15.1326
O, -0.5818, 3.657, 13.1156
O, 6.8977, -4.0052, 12.8841
O, 10.1604, 12.072, 17.2739
O, 3.3806, 3.5753, 20.2345
O, 1.3872, -0.751, 17.1136
O, 7.4676, -2.2925, 26.0321
O, 4.9587, 5.5471, 14.0067
O, 1.6402, 2.1734, 13.2739
O, 3.3568, 7.1447, 23.6135
O, 10.8457, -2.3681, 14.227
O, 7.956, 1.6703, 15.8728
O, 6.1413, 1.7894, 23.5542
O, 4.1511, 3.2098, 13.1332
O, 6.6367, 5.0179, 19.9472
O, -2.4116, 4.2612, 15.6156
O, 11.5497, -1.2016, 19.6152
O, 8.9298, 6.0768, 17.6424
O, 7.443, -0.4478, 24.0367
O, -0.5923, 8.4032, 17.649
O, 22.2563, 2.0775, 19.5156
O, 3.8567, 2.8771, 22.8801
O, 3.7173, -0.9421, 15.8173
O, 0.9296, 3.489, 15.4403
O, -0.7631, 2.9222, 21.8264
O, 0.2282, 3.1412, 24.3238
O, 6.9771, -0.1196, 19.192
O, -0.9555, 3.7009, 17.8905
O, 9.2668, 18.2053, 23.8236
O, 5.7855, -0.2403, 26.1001
O, 7.8653, 2.7279, 13.4857
O, 2.4147, -5.9594, 22.1244
O, 9.2401, 10.2994, 15.5774
O, 18.5313, 6.248, 22.1624
O, -4.6434, 2.3625, 19.8612

Results
free energy: -157852.171 eV
free energy less fixed offsets of O -568.88, Si -635.61 eV per atom: -3.951 eV

Forces (eV/angstrom), in the order of the atoms: element, x, y, z
Si, -0.0041, -0.0111, 0.0256
Si, 0.0144, -0.0253, -0.0052
Si, 0.005, -0.0257, -0.0261
Si, -0.0016, -0.0162, -0.0076
Si, -0.0029, -0.0326, -0.0068
Si, 0.044, -0.0609, 0.0067
Si, -0.0036, -0.0155, -0.0048
Si, -0.0245, 0.0004, -0.0298
Si, 0.0657, 0.1267, 0.013
Si, 0.0518, 0.046, -0.1047
Si, 0.0389, -0.1075, -0.0851
Si, 0.0969, -0.0179, 0.0351
Si, 0.076, -0.0071, -0.0295
Si, 0.1253, -0.0017, -0.0733
Si, 0.0068, 0.0086, 0.007
Si, -0.0765, -0.0683, -0.0388
Si, -0.0417, -0.0188, -0.039
Si, -0.0947, 0.0008, 0.0139
Si, 0.0177, 0.0156, -0.0357
Si, 0.0028, 0.0492, 0.0333
Si, -0.105, -0.0377, 0.0452
Si, -0.0887, 0.0029, -0.0355
Si, -0.0173, 0.0593, 0.0485
Si, -0.0445, 0.075, -0.0498
Si, -0.0227, 0.0254, -0.0038
Si, -0.009, 0.0207, -0.0073
Si, 0.0045, 0.0365, 0.0119
Si, -0.0071, 0.0282, -0.0001
Si, 0.0034, 0.0334, -0.0057
Si, -0.0125, 0.0301, -0.004
Si, 0.004, 0.0007, 0.0073
Si, -0.0012, 0.0214, 0.0014
Si, -0.004, -0.0201, -0.0127
Si, 0.0345, -0.0488, 0.0524
Si, 0.0166, 0.0798, 0.063
Si, -0.0483, 0.0023, 0.0773
Si, 0.0489, -0.0163, 0.0761
Si, 0.0438, -0.0152, -0.0024
Si, 0.016, -0.0167, 0.0652
Si, 0.0079, -0.0168, 0.0083
Si, 0.0014, 0.0119, -0.0025
Si, 0.0139, -0.003, -0.0227
Si, -0.0252, -0.0364, -0.0257
Si, 0.0216, 0.0169, -0.0409
Si, -0.0174, -0.0101, -0.0218
Si, 0.0215, -0.0073, 0.0046
Si, 0.0082, -0.003, -0.0315
Si, 0.0194, -0.0131, -0.0036
Si, -0.0018, -0.0242, 0.0162
Si, -0.0129, 0.0209, 0.0138
Si, 0.0001, -0.0034, 0.0169
Si, 0.0156, 0.0171, 0.0118
Si, 0.015, 0.016, 0.004
Si, -0.0355, -0.0044, -0.0024
Si, 0.0051, -0.0022, -0.0079
Si, -0.0132, -0.0141, 0.0044
Si, -0.0104, -0.0097, 0.009
Si, 0.0019, -0.0076, -0.003
Si, -0.0049, -0.0204, -0.0065
Si, -0.0003, -0.007, 0.0038
Si, -0.0079, 0.0002, -0.001
Si, 0.0094, 0.0093, 0.0093
Si, -0.01, 0.0098, -0.0007
Si, 0.0174, -0.0013, -0.0014
Si, 0.0022, -0.0051, 0.0039
Si, -0.003, 0.0049, 0.0121
Si, -0.0046, 0.0032, 0.0124
Si, 0.001, 0.0032, 0.0023
Si, -0.0013, 0.0035, 0.0112
Si, 0.0057, 0.0018, 0.0007
Si, 0.0099, -0.0042, 0.0045
Si, -0.0029, 0.0014, 0.0085
Si, -0.0032, -0.0018, 0.0022
Si, 0.0044, -0.0019, 0.0027
Si, 0.0049, 0.003, 0.0024
Si, -0.0036, -0.0056, 0.0057
Si, 0, 0.0025, 0.0036
Si, -0.0038, -0.005, 0.0057
Si, -0.006, -0.0041, 0.0053
Si, 0.005, 0.0057, 0.0012
Si, 0.0021, -0.008, -0.0018
Si, 0.0065, 0.0031, -0.0009
Si, -0.0072, -0.0002, -0.0022
Si, 0.0019, 0.0078, 0.0009
Si, 0.0029, 0.0027, 0.0008
Si, 0.0025, -0.005, 0.0012
Si, 0.0064, 0.0056, 0.0003
Si, -0.0075, -0.0051, -0.0025
Si, -0.0046, 0.0036, -0.0075
Si, 0.0081, -0.0022, -0.0035
Si, -0.0023, 0.0028, -0.0125
Si, -0.0068, -0.0026, 0.0036
Si, -0.0025, 0.0036, 0.0009
Si, -0.0018, 0.0012, -0.011
Si, -0.0051, 0.0004, 0.0006
Si, 0.0119, -0.0022, -0.0066
Si, -0.0075, -0.0051, -0.0019
Si, -0.005, 0.0037, -0.0045
Si, 0.0183, 0.0135, -0.0008
Si, -0.0051, -0.0018, 0.0108
Si, -0.0051, -0.0256, -0.0082
Si, 0.0011, -0.0086, 0.01
Si, 0.0019, -0.0064, 0.0074
Si, -0.023, -0.0112, 0.0148
Si, -0.018, -0.0134, 0.0197
Si, 0.0123, -0.0007, 0.009
Si, 0.0082, 0.0014, -0.012
Si, -0.015, 0.0185, -0.018
Si, 0.0205, 0.0142, -0.0067
Si, -0.0219, 0.0069, -0.0229
Si, -0.0081, -0.0291, -0.015
Si, 0.0188, 0.0179, 0.0117
Si, -0.0203, 0.0189, 0.0155
Si, -0.0141, -0.0171, 0.0027
Si, 0.0231, -0.0133, 0.0054
Si, -0.0101, 0.0196, 0.007
Si, 0.0111, 0.0069, 0.0135
Si, 0.0256, -0.0226, 0.0348
Si, -0.0288, -0.0365, 0.0367
Si, 0.029, 0.0104, 0.0043
Si, 0.0017, 0.0242, -0.0343
Si, 0.0405, -0.0256, -0.0087
Si, 0.0052, -0.0293, 0.0042
Si, 0.1086, -0.006, -0.0592
Si, -0.0522, 0.0253, -0.0543
Si, 0.0215, 0.0742, -0.0907
Si, -0.0297, 0.042, -0.0471
Si, 0.0228, 0.0071, -0.0393
O, 0.0107, -0.0011, -0.0275
O, -0.0008, -0.0051, 0.009
O, -0.0066, -0.0118, 0.0037
O, 0.0053, -0.0072, 0.0025
O, -0.0069, -0.0176, 0.0286
O, 0.0007, 0.0025, 0.0393
O, 0.0209, -0.0264, 0.0606
O, -0.0784, -0.0162, 0.0615
O, -0.0006, -0.0466, 0.0043
O, -0.0319, 0.0116, 0.0252
O, 0.01, -0.0021, 0.0046
O, -0.018, 0.0319, 0.0126
O, 0.0061, -0.0221, 0.0218
O, 0.0057, -0.004, -0.0014
O, -0.0027, 0.0152, 0.0355
O, -0.0037, 0.0096, 0.0083
O, 0.0047, -0.0007, -0.0053
O, -0.0019, 0.009, -0.0031
O, -0.0107, -0.0011, -0.0066
O, -0.0046, -0.0137, -0.0074
O, -0.0164, 0.0088, -0.0453
O, -0.0312, 0.0287, -0.0271
O, 0.0209, -0.0264, 0.0063
O, -0.0392, 0.0274, -0.0185
Si, -0.0002, -0.0011, 0.0047
Si, -0.0044, -0.0034, 0.0135
Si, 0.0097, -0.001, -0.0133
Si, -0.0004, -0.0102, 0.0004
Si, -0.0136, -0.0043, -0.0217
Si, -0.0031, 0.002, 0.0023
Si, -0.0013, 0.0176, -0.007
Si, 0.0025, -0.0012, -0.0048
Si, 0.0026, -0.0018, -0.0039
Si, -0.0037, 0.0007, 0.0085
Si, 0.0079, 0.0045, -0.0074
Si, 0.0036, -0.0013, -0.0005
Si, -0.004, -0.0007, -0.0295
Si, -0.0039, -0.0015, -0.0002
Si, 0.0031, 0.0018, -0.0178
Si, 0.0007, -0.0059, 0.0069
Si, 0.0043, -0.003, 0.014
Si, 0.0116, -0.0007, 0.0051
Si, 0.0002, -0.0041, 0.0005
Si, 0.0045, -0.0018, -0.0047
Si, -0.0021, -0.0152, -0.0064
Si, 0.0055, 0.0067, -0.0056
Si, -0.0126, 0.0051, 0.003
Si, 0.0011, 0.0018, 0.0031
Si, -0.0033, -0.012, 0.0019
Si, -0.0048, 0.0044, 0.0091
Si, 0.0061, -0.0009, 0.0017
Si, 0.0132, 0.0019, 0.0038
Si, -0.0125, 0.0014, 0.0017
Si, -0.015, -0.0049, 0.0048
Si, -0.0051, -0.0005, -0.0023
Si, 0.0024, -0.0016, 0.0051
Si, 0.0144, -0.0005, -0.0184
Si, 0.0021, 0.0004, 0.0016
Si, -0.0003, -0.0009, 0.0062
Si, -0.0031, -0.0058, -0.0007
Si, -0.0186, 0.0053, 0.0001
Si, -0.0002, -0.0009, -0.004
O, -0.0043, 0.0088, 0.0054
O, -0.0028, -0.0047, 0.0098
O, 0.0013, -0.0002, 0.0004
O, 0.0021, -0.0016, 0.0014
O, -0.0089, -0.0051, 0.0025
O, 0.001, 0.002, 0.0035
O, -0.0134, -0.0077, 0.0096
O, 0.0021, -0.0005, -0.0019
O, -0.0011, 0.0012, 0.007
O, 0.0003, 0.0037, 0.0076
O, -0.0001, -0.0085, 0.0028
O, -0.0015, -0.0064, 0.003
O, -0.0009, 0.0059, -0.0024
O, 0.0059, 0.0062, 0.0097
O, 0.0057, 0.0024, 0.0162
O, 0.0035, 0.0066, 0.0058
O, 0.0242, 0.0115, -0.0083
O, -0.0012, -0.0011, 0.0075
O, 0.0024, -0.003, -0.0024
O, 0.0011, -0.0043, -0.0045
O, -0.0133, 0.0138, -0.0143
O, 0.009, -0.0089, 0.0017
O, -0.0011, -0.0016, 0.002
O, -0.0158, -0.007, 0.0034
O, -0.004, -0.0009, 0.0058
O, 0.0003, 0.0033, 0.0075
O, -0.0054, -0.0068, -0.0042
O, 0.0011, -0.0009, 0.0003
O, -0.0054, 0.0074, 0.0104
O, 0.0035, 0.0053, 0.0013
O, 0.0029, -0.0014, 0.0045
O, 0.0027, -0.0009, 0.0019
O, -0.0008, 0.0036, -0.0081
O, 0.003, -0.0034, -0.0016
O, -0.0018, -0.0057, 0.0036
O, -0.0073, 0.0068, -0.0199
O, 0.0003, -0.0008, 0.002
O, -0.0017, 0.0014, -0.0037
O, 0.003, -0.0052, -0.0014
O, -0.0276, 0.0277, -0.0116
O, -0.0032, -0.0117, 0.0001
O, -0.0099, 0.0033, 0.0037
O, -0.0039, 0.0008, 0.011
O, -0.003, -0.0018, 0.0027
O, 0.0029, -0.0095, 0.0011
O, -0.0102, 0.0156, 0.0085
O, 0.0137, 0.0083, 0.0057
O, -0.0026, -0.0076, -0.0031
O, 0.0031, 0.0004, -0.0039
O, -0.0046, 0.001, 0.0023
O, 0.0006, 0.0039, -0.0063
O, 0.0094, 0.0136, 0.0022
O, 0.0047, -0.0001, 0.002
O, 0.0019, -0.0001, 0.0069
O, 0.0002, 0.0009, 0.0049
O, 0.0045, 0.0037, -0.0021
O, 0.0056, 0.0025, 0.0089
O, 0.0075, -0.0096, -0.0122
O, -0.013, -0.0005, 0.0007
O, -0.0014, 0.0022, 0.0009
O, 0.0012, -0.0029, 0.0025
O, 0.0039, -0.0084, 0.0045
O, 0.0053, -0.006, -0.0017
O, -0.0194, -0.007, 0.0224
O, 0.0016, -0.0069, 0.0029
O, -0.0007, 0.011, 0.0003
O, 0.0001, -0.0051, 0.0071
O, 0.0036, -0.0033, 0.001

The program warned: the cutoff lies below the one the program advises for these potential files; the forces do not sum to zero within the program's tolerance; the exchange-correlation potential is rough where the density is thin.
